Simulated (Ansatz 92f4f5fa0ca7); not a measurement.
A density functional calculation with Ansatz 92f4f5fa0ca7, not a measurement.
Periodic cell of 226 atoms, Si133O92P1, from a study of silicon, its oxide and their interface. The atomic structure is a simulated model.
Doubt: the cutoff is far below the 930 eV that the study's wrapper takes by default for these files, so forces and energies are approximate.

Settings
functional: PBE
potential files: Ansatz PAW
basis: plane waves
wave-function cutoff: 580 eV
density cutoff ratio: 5
exchange-correlation grid ratio: 1
k mesh: 1 x 1 x 1, Gamma-centred
self-consistency stop: 5e-08 eV per atom in the density residual
occupations: fixed
spin: none
net charge: +1 e, with a uniform compensating background and no finite-size correction

Cell vectors (angstrom)
a, 10.938, 0, 0
b, 0, 10.938, 0
c, 0, 0, 31.9494

Atoms and the computed forces on them: element, x, y, z (angstrom), force x, y, z (eV/angstrom)
Si, 10.6373, -0.0162, 24.4353, -0.0293, 0.0443, -0.0884
Si, 5.0623, 0.1889, 24.6699, 0.0184, 0.0547, -0.1841
Si, 2.7914, 2.322, 24.5475, 0.0108, -0.0185, -0.0692
Si, 8.5845, 2.4073, 24.5916, -0.0534, -0.0469, -0.1415
Si, 10.6915, 5.627, 24.3305, -0.0895, -0.0335, -0.1063
Si, 5.1502, 5.5918, 24.4386, -0.0174, -0.0116, -0.2344
Si, 3.0012, 7.9357, 24.3815, 0.0587, 0.0142, -0.0947
Si, 8.4135, 7.8659, 24.4297, 0.0075, 0.0021, -0.2784
Si, 1.2928, 1.1263, 25.8508, -0.0042, 0.0011, 0.038
Si, 6.8105, 1.341, 25.7684, 0.0498, 0.0147, 0.0626
Si, 3.969, 4.0275, 25.7416, -0.0178, -0.0307, 0.018
Si, 9.6859, 4.0371, 25.835, 0.0584, 0.015, 0.0909
Si, 1.341, 6.8061, 25.6581, 0.0251, 0.0099, 0.0352
Si, 6.7985, 6.7199, 25.7234, 0.0048, 0.0252, 0.0529
Si, 4.0159, 9.4685, 25.9115, -0.0454, -0.0212, 0.1218
Si, 9.4881, 9.439, 25.8199, 0.0264, 0.0611, 0.0505
Si, 2.648, -0.1434, 27.2875, -0.0106, -0.0427, 0.0017
Si, 8.1481, -0.0661, 27.159, -0.1108, -0.0011, -0.0037
Si, 0.0815, 2.6672, 27.2101, -0.0132, 0.0137, -0.0002
Si, 5.4468, 2.7475, 27.1223, 0.0454, -0.0184, -0.0165
Si, 2.6626, 5.4357, 27.1149, -0.0416, -0.0304, -0.0313
Si, 8.1912, 5.381, 27.1306, -0.0049, -0.0435, -0.076
Si, 0.0277, 8.1587, 27.1372, -0.0317, -0.023, -0.0133
Si, 5.516, 8.1466, 27.1702, -0.0059, 0.0301, -0.0528
Si, 4.0951, 1.3367, 28.4903, -0.0688, -0.0714, 0.0567
Si, 9.5447, 1.3249, 28.5033, 0.0384, 0.0546, 0.0576
Si, 1.3977, 4.0764, 28.5749, -0.1089, -0.0004, -0.0799
Si, 6.8122, 4.0756, 28.5325, -0.0406, 0.0193, -0.0253
Si, 4.0824, 6.7835, 28.4796, -0.0031, 0.0886, 0.0776
Si, 9.5671, 6.7859, 28.4708, -0.0273, 0.0061, 0.093
Si, 1.2915, 9.477, 28.6495, 0.1195, 0.1029, -0.1988
Si, 6.8253, 9.5364, 28.5735, 0.0109, -0.0061, -0.0902
Si, -0.044, -0.0179, 29.931, -0.0207, 0.0824, 0.0377
Si, 5.4527, -0.0095, 29.8995, -0.0165, 0.0186, 0.008
Si, 2.7735, 2.7194, 29.9008, 0.0189, -0.0965, 0.0046
Si, 8.1844, 2.7095, 29.8797, 0.0532, -0.0311, -0.005
Si, -0.0213, 5.4427, 29.8924, 0.037, -0.0029, 0.0079
Si, 5.4524, 5.4557, 29.8909, 0.0204, 0.0118, 0.0029
Si, 2.7409, 8.1489, 29.9139, 0.0623, -0.0944, 0.0382
Si, 8.2255, 8.174, 29.8828, 0.0221, -0.0522, -0.0145
Si, 1.3694, 1.3754, 31.2543, -0.0039, -0.0026, 0.0024
Si, 6.8262, 1.3687, 31.2647, -0.0353, 0.0043, -0.0072
Si, 4.115, 4.0844, 31.2782, 0.0129, 0.0288, 0.0151
Si, 9.5484, 4.0843, 31.2596, -0.0113, -0.0091, 0.004
Si, 1.3594, 6.8088, 31.2733, -0.0353, 0.0141, 0.0161
Si, 6.83, 6.843, 31.2505, -0.0052, 0.0028, 0.008
Si, 4.0924, 9.5601, 31.2677, -0.0237, 0.0149, 0.0083
Si, 9.5495, 9.5477, 31.2878, 0.013, -0.029, 0.0264
Si, 2.7362, 0.0138, 0.6806, 0.0359, 0.023, 0.0025
Si, 8.1994, 0.0139, 0.6746, 0.0077, 0.0083, -0.0124
Si, 0.0092, 2.7494, 0.6859, -0.0028, 0.0014, -0.0221
Si, 5.4833, 2.7473, 0.7101, 0.0161, -0.0273, 0.0294
Si, 2.7397, 5.4597, 0.6819, -0.0141, -0.0156, -0.0103
Si, 8.2038, 5.4893, 0.6746, 0.0024, 0.0007, -0.0119
Si, 0.0126, 8.2097, 0.7058, 0.0261, -0.0138, 0.0242
Si, 5.4815, 8.2235, 0.696, 0.0146, -0.0037, -0.0139
Si, 4.1017, 1.3804, 2.0718, -0.0096, 0.009, 0.0038
Si, 9.5996, 1.353, 2.0377, 0.0846, -0.0247, -0.0248
Si, 1.3578, 4.1427, 2.0628, -0.0622, 0.0276, 0.0109
Si, 6.8441, 4.1511, 2.0561, -0.0658, 0.0494, -0.0398
Si, 4.0929, 6.8469, 2.0407, 0.0152, 0.0443, -0.0274
Si, 9.5782, 6.8399, 2.0724, 0.0309, 0.0211, 0.0031
Si, 1.374, 9.6152, 2.0642, -0.071, 0.0093, -0.0185
Si, 6.8418, 9.6288, 2.0549, -0.1012, 0.0144, 0
Si, 0.0252, 0.032, 3.4822, -0.0156, -0.0074, -0.0831
Si, 5.4787, 0.0326, 3.4658, 0.0209, 0.0353, -0.0645
Si, 2.7031, 2.7664, 3.4042, 0.1006, -0.0162, 0.0336
Si, 8.2622, 2.7782, 3.3285, -0.0841, -0.0261, 0.1787
Si, 0.0265, 5.513, 3.4919, -0.0419, -0.0203, -0.1038
Si, 5.4651, 5.5275, 3.4345, 0.0497, -0.0488, -0.0133
Si, 2.7312, 8.2338, 3.3938, 0.0467, -0.0027, 0.0525
Si, 8.2423, 8.293, 3.3834, -0.0266, -0.1369, 0.0693
Si, 1.3683, 1.4493, 4.8454, 0.042, 0.0235, 0.0463
Si, 6.9082, 1.4737, 4.7278, 0.0525, 0.06, -0.028
Si, 4.0536, 4.1495, 4.7598, -0.0074, -0.0164, -0.0141
Si, 9.5952, 4.0731, 4.7863, 0.0089, -0.0055, 0.0021
Si, 1.3619, 6.969, 4.8442, 0.0548, 0.0366, 0.0325
Si, 6.8375, 6.9854, 4.7334, 0.0352, 0.0614, -0.0293
Si, 4.0892, 9.5652, 4.7915, -0.004, -0.0297, 0.0088
Si, 9.6191, 9.5719, 4.8421, 0.0134, 0.0264, 0.0425
Si, 2.7603, 0.0351, 6.136, -0.0394, -0.0196, -0.0191
Si, 8.2974, 0.1203, 6.0913, -0.0078, 0.0126, -0.0235
Si, 0.0166, 2.7937, 6.3081, -0.0215, -0.009, -0.0069
Si, 5.5111, 2.8371, 6.0713, 0.0087, 0.0058, -0.033
Si, 2.7551, 5.5923, 6.1408, -0.0144, -0.0096, -0.0237
Si, 8.2528, 5.5944, 5.9636, 0.0012, 0.0061, -0.032
Si, 0.0484, 8.3024, 6.3724, -0.0144, -0.0122, -0.009
Si, 5.4989, 8.2999, 6.2247, 0.0003, -0.0078, -0.02
Si, 4.425, 1.1778, 7.3259, 0.023, -0.0097, 0.0781
Si, 9.8116, 1.1464, 7.6258, 0.0149, -0.0109, 0.0369
Si, 1.1805, 4.4956, 7.5007, -0.0069, 0.0316, 0.0791
Si, 6.6399, 4.5388, 7.25, -0.0212, -0.0118, 0.0451
Si, 4.3257, 6.7027, 7.5417, 0.0101, -0.007, 0.0749
Si, 9.732, 6.6082, 7.5049, 0.0139, -0.0132, 0.0563
Si, 1.2819, 9.937, 7.6963, -0.0039, 0.0339, 0.0871
Si, 6.7239, 9.9637, 7.4052, -0.0145, 0.0048, 0.0721
O, 9.5709, 1.2014, 23.9705, 0.0182, 0.03, 0.0759
O, 4.1167, 6.7837, 23.8779, 0.0185, -0.0096, 0.1036
O, 4.0154, 1.3144, 24.0156, -0.0246, -0.0571, 0.1
O, 9.5203, 6.74, 23.8574, -0.0013, -0.007, 0.0959
O, -0.0259, 5.5354, 8.0159, 0.007, 0.0087, -0.0317
O, 5.5761, 0.1251, 7.9102, -0.0118, 0.0019, -0.0409
O, 0.0716, 0.0829, 8.1463, 0.0091, -0.0007, -0.0287
O, 5.5341, 5.6082, 7.8867, -0.0171, 0.0181, -0.0287
O, 7.588, 3.9406, 8.4395, -0.0127, 0.0293, -0.0431
O, 8.7384, 7.0415, 8.7745, 0.0098, -0.0072, -0.0444
O, 2.1791, 9.4522, 9.0381, -0.0185, 0.0108, -0.0441
O, 8.8985, 1.6697, 8.9334, 0.0085, -0.0011, -0.0243
O, 7.6223, 9.4648, 8.702, -0.008, 0.0177, -0.0339
O, 3.604, 1.8048, 8.6021, 0.0102, -0.0037, -0.0288
O, 3.5857, 7.218, 8.9502, 0.0032, 0.0039, -0.0198
O, 2.0657, 3.9985, 8.8146, -0.0155, 0.0126, -0.041
O, 8.1465, 3.3902, 23.3106, 0.0066, 0.0339, 0.0283
O, 0.4095, 4.9629, 22.9302, -0.0059, 0.0113, 0.0174
O, 1.8405, 2.7568, 23.262, 0.045, -0.0172, 0.016
O, 5.8076, 4.8019, 23.0957, -0.0724, 0.1151, 0.1263
O, 5.5478, 10.1837, 23.4008, -0.039, -0.035, 0.0219
O, 2.4695, 8.6965, 22.9979, -0.0003, -0.028, 0.0128
O, 0.1929, 10.0578, 23.0846, 0.0184, -0.0137, 0.0131
O, 7.8003, 8.6838, 23.0753, 0.0332, -0.0978, 0.1194
Si, 8.6738, 7.6984, 18.425, 0.0196, -0.0167, -0.1094
Si, 8.7845, 6.3629, 13.6347, -0.0267, 0.0074, -0.1446
Si, 3.7968, 1.5428, 14.7375, -0.0106, -0.0041, -0.1511
Si, 2.1465, 5.7486, 17.6295, 0.0014, -0.0121, -0.1752
Si, 2.4007, 3.1385, 19.5114, -0.008, 0.0659, -0.0907
Si, 9.818, 9.0339, 12.0868, 0.0028, -0.0021, -0.0968
Si, 1.3358, 9.4187, 22.0781, -0.0291, 0.003, 0.0445
Si, 9.1752, 0.9715, 13.2025, -0.0131, 0.0205, -0.1586
Si, 1.4219, 5.0571, 13.0331, 0.0142, 0.0059, -0.1334
Si, 1.7994, 8.2562, 12.8245, -0.0147, -0.0156, -0.1539
Si, 6.6441, 9.5916, 22.4067, 0.0762, 0.1343, 0.0563
Si, 4.5207, 4.6087, 15.6968, 0.0184, -0.0065, -0.1914
Si, 8.2084, 3.0089, 9.5923, -0.0031, -0.0125, -0.0135
Si, 0.849, 8.2436, 19.26, 0.0025, -0.0561, -0.0863
P, 6.9926, 1.3551, 21.0351, -0.0902, 0.0092, -0.5022
Si, 8.2342, 8.3134, 9.6772, -0.0054, 0.0039, -0.0253
Si, 10.8854, 5.2114, 15.6083, -0.0257, 0.0227, -0.2211
Si, 7.5761, 9.5084, 16.3183, 0.0073, 0.0442, -0.1948
Si, 9.9535, 2.0721, 20.2761, -0.0911, -0.0128, -0.0165
Si, 3.2174, 8.5094, 9.9172, 0.021, 0.0029, -0.0516
Si, 6.687, 3.3663, 17.4052, -0.0291, 0.0445, -0.1991
Si, 1.1532, 0.2054, 19.802, 0.0221, -0.0075, -0.0584
Si, 3.2316, 2.8122, 12.3047, 0.0124, 0.0036, -0.1223
Si, 7.2336, 5.3993, 19.6801, -0.0483, -0.013, -0.0824
Si, 5.7513, 8.6712, 11.5444, -0.0052, -0.0158, -0.1063
Si, 5.7882, 6.0735, 13.1937, 0.0295, 0.0172, -0.1507
Si, 4.6556, 9.693, 17.6296, -0.0834, -0.0298, -0.1884
Si, 0.9776, 3.6156, 22.1907, -0.0091, -0.0041, 0.022
Si, 4.881, 1.4979, 18.8061, 0.0184, 0.0023, -0.0835
Si, 3.1935, 3.0686, 9.5218, 0.0171, 0.0125, -0.0296
Si, 6.4524, 10.8249, 13.7914, -0.0093, 0.0162, -0.1824
Si, 10.3523, 0.1242, 15.9783, 0.0283, 0.0025, -0.184
Si, 5.6624, 3.6455, 11.1623, 0.0172, -0.0088, -0.084
Si, 9.8418, 3.9029, 11.908, -0.0099, -0.0021, -0.0949
Si, 2.3487, 9.9333, 15.5529, -0.0128, 0.0138, -0.2004
Si, 6.1017, 8.124, 19.7916, -0.0315, -0.0788, -0.0764
Si, 6.9762, 3.9646, 22.3713, 0.0179, -0.0714, 0.0658
Si, 9.7396, 2.7837, 17.3525, 0.0172, 0.0223, -0.2116
O, 7.1938, 6.3778, 13.9773, 0.0102, -0.001, 0.0521
O, 1.8968, 7.0597, 18.6786, -0.021, 0.0333, 0.0607
O, 10.2681, 4.0467, 16.5258, -0.0303, -0.0716, 0.096
O, 6.1828, 9.9853, 17.0741, -0.022, -0.0212, 0.0596
O, 10.1452, 0.7183, 14.4821, 0.0344, -0.0283, 0.1392
O, 8.4498, 6.1137, 18.8417, -0.0188, -0.0015, 0.0393
O, 5.1732, 0.6885, 14.4407, -0.0149, 0.0109, 0.0637
O, 5.7027, 2.0725, 17.5464, -0.0604, -0.0537, 0.0851
O, 8.2896, 1.9259, 20.4539, 0.2424, 0.0069, 0.0828
O, 2.0266, 4.2896, 18.4055, 0.0275, -0.0533, 0.0962
O, 6.9676, 2.7895, 10.6565, -0.0068, 0.0106, 0.0149
O, 4.8681, 2.7044, 12.234, -0.0186, -0.0089, 0.0474
O, 6.0243, 4.4007, 16.3424, 0.0648, -0.0316, 0.0956
O, 4.5634, 3.9016, 9.9461, 0.0053, 0.0017, 0.025
O, 10.6232, 2.7941, 21.562, 0.0158, -0.0133, -0.0387
O, 9.7213, 6.1709, 14.9746, 0.0548, -0.026, 0.103
O, 6.0373, 6.4922, 19.9031, 0.0226, 0.0134, 0.0022
O, 4.1219, 0.1404, 18.3619, 0.0232, 0.0782, 0.0858
O, 9.2639, 10.5565, 12.2878, -0.0038, 0.0283, 0.0525
O, 2.851, 4.3538, 12.7184, -0.0123, 0.0175, 0.044
O, 1.8972, 10.7155, 21.2074, 0.0008, -0.0161, -0.0018
O, 3.9896, 2.6847, 19.4766, -0.0207, -0.0341, -0.0174
O, 0.7361, 10.0568, 15.9729, -0.012, -0.0009, 0.0586
O, 1.2636, 9.8095, 18.8296, -0.008, 0.0229, 0.046
O, 1.6837, 1.6694, 19.2649, -0.0026, -0.0232, 0.0354
O, 8.9459, 10.3958, 16.5145, -0.0204, -0.0324, 0.0476
O, 4.8998, 8.5443, 18.7705, 0.0331, -0.0168, 0.0605
O, 9.5782, 8.7597, 10.4946, 0.0103, 0.0072, 0.0417
O, 6.7271, 4.0989, 18.859, 0.0278, 0.0103, 0.0831
O, 2.8367, 1.7173, 13.4183, 0.0102, -0.0186, 0.0801
O, 5.8398, 8.8382, 21.2273, 0.0331, 0.0783, 0.081
O, 2.5389, 2.4409, 10.8842, 0, -0.0031, 0.0461
O, 7.6495, 4.8078, 21.1524, -0.0351, -0.0841, 0.095
O, 5.2123, 7.4795, 12.5533, -0.0016, -0.0231, 0.0576
O, 0.4339, 9.0673, 12.5168, 0.0171, -0.0007, 0.039
O, 7.5829, 1.0627, 13.5838, -0.0145, -0.0154, 0.0546
O, 7.1062, 9.6411, 14.7542, 0.0339, -0.0354, 0.1305
O, 8.9794, 5.0333, 12.7046, -0.0058, 0.032, 0.0637
O, 8.0895, 8.0404, 16.9081, 0.0162, -0.032, 0.0928
O, 6.2808, 2.4885, 21.8124, -0.051, 0.284, 0.1974
O, 2.4634, 9.0738, 14.1227, 0.0151, 0.0496, 0.1324
O, 0.424, 4.4975, 11.8689, 0.0223, 0.0135, 0.0466
O, 0.8191, 8.32, 20.927, -0.0074, 0.0122, 0.0165
O, 9.3836, 3.8299, 10.3547, 0.0142, 0.0095, 0.035
O, 9.6603, 2.3907, 12.5402, -0.0036, -0.0367, 0.0562
O, 7.6457, 8.5605, 19.3946, -0.0167, 0.0197, 0.0398
O, 2.5555, 8.1731, 11.3762, -0.0243, 0.0013, 0.0736
O, 3.9825, 3.0605, 15.385, 0.0065, 0.0402, 0.0681
O, 0.8307, 4.4905, 14.4457, -0.0315, 0.0013, 0.1133
O, 10.0121, 3.0202, 18.9555, 0.0093, -0.0422, 0.1315
O, 9.1422, 7.8089, 12.9516, -0.0073, -0.0243, 0.0557
O, 10.4884, 0.5426, 20.08, -0.0008, 0.0376, 0.0015
O, 6.0324, 5.0367, 11.935, -0.0055, 0.0364, 0.0692
O, 8.135, 2.7369, 17.0216, -0.0072, 0.0132, 0.0633
O, 3.5392, 5.4878, 16.725, -0.0632, 0.0326, 0.1
O, 4.6688, 9.132, 10.3886, 0.0125, 0.0017, 0.0332
O, 1.5394, 6.6775, 13.1965, 0.0013, -0.0091, 0.042
O, 4.7581, 5.4953, 14.3375, -0.0434, -0.0472, 0.1246
O, 2, 3.8445, 20.9278, -0.0219, -0.0095, 0.0337
O, 10.5409, 1.4174, 16.9672, 0.0069, 0.0269, 0.0675
O, 0.944, 6.0617, 16.5693, 0.0506, 0.0054, 0.1169
O, 7.3757, 11.0264, 21.8124, 0.0098, -0.3167, 0.2065
O, 6.0181, 0.9337, 19.916, 0.0266, -0.004, 0.1169
O, 6.0689, 10.0295, 12.411, 0.0199, 0.0481, 0.089
O, 2.8605, 0.5546, 15.6282, -0.0095, -0.0247, 0.05
O, 7.0597, 8.0165, 10.785, -0.0134, 0.0079, 0.0296
O, 10.2565, 8.0062, 18.6754, 0.0207, 0.0109, 0.0408
O, 3.4536, 9.2148, 16.5956, 0.0745, -0.0094, 0.0958

Results
free energy: -137630.686 eV
free energy less fixed offsets of O -568.88, P -755.39, Si -635.61 eV per atom: -2.206 eV

The program warned: the cutoff lies below the one the program advises for these potential files; the exchange-correlation potential is rough where the density is thin.
